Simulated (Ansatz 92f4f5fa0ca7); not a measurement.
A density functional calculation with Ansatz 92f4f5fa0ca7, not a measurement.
Periodic cell of 254 atoms, Si144O106N4, from a study of silicon, its oxide and their interface. The atomic structure is a simulated model.
This geometry differs little from another in the collection (a relaxation step or a small displacement).

Settings
functional: r2SCAN
potential files: Ansatz PAW
basis: plane waves
wave-function cutoff: 800 eV
density cutoff ratio: 5
exchange-correlation grid ratio: 1
k mesh: 1 x 1 x 1, shifted by 0.5 0.5 0 of a step
self-consistency stop: 1e-10 eV per atom in the density residual
occupations: fixed
spin: none
net charge: 0

Cell vectors (angstrom)
a  10.887  0  0
b  0  10.887  0
c  0  0  36.0376

Atoms and the computed forces on them: element, x, y, z (angstrom), force x, y, z (eV/angstrom)
Si  0.2887  -0.5574  0.136  -0.0014  -0.0005  0.0043
Si  2.562  2.9575  0.1045  -0.0027  0.0024  0.006
Si  0.4729  5.3303  -0.0904  0.0002  -0.0079  0.0111
Si  2.7089  8.3707  0.4278  -0.0031  -0.0003  0.0086
Si  5.3564  -0.2373  -0.0288  0.0075  -0.0006  0.0083
Si  7.8595  2.9457  0.1462  -0.0008  0.0023  0.0062
Si  5.5649  5.0477  0.2148  0.0014  -0.0013  0.0094
Si  7.5929  8.3708  -0.2194  0.0011  0.0042  0.0072
Si  1.3218  1.2969  1.2688  -0.0006  -0.0006  -0.0005
Si  4.0492  3.9685  1.584  0.0008  -0.0004  -0.0028
Si  1.435  6.7454  1.4996  -0.0007  -0.0008  -0.0036
Si  4.1119  9.6386  1.6795  -0.0011  0.0007  -0.004
Si  6.6661  1.3084  1.3094  -0.0009  0.0019  -0.0019
Si  9.5702  4.1998  1.1836  -0.0013  -0.0012  -0.0015
Si  6.6771  6.8098  1.3142  -0.0003  -0.0005  -0.0023
Si  9.3812  9.3248  1.2281  0.0011  0.0001  -0.002
Si  -0.0362  2.7293  2.6001  -0.0008  -0.0005  0.0008
Si  2.6566  0.1105  2.8396  0.0004  0.0007  0.0015
Si  -0.0986  8.0785  2.7097  0.0008  0.0004  0.0013
Si  2.7479  5.407  2.8756  -0.0003  0  0.0016
Si  5.4156  2.5983  2.8392  0.0009  -0.0003  0.001
Si  8.1254  -0.0641  2.6092  0  -0.0001  0.0017
Si  5.4396  8.1251  2.8342  0.0004  -0.0006  0.0001
Si  8.18  5.4988  2.6294  0.0004  0.0015  0
Si  1.3236  4.0157  4.0901  0.0002  -0.0005  -0.0003
Si  4.0427  1.3546  4.2377  -0.0006  -0.0001  0.0016
Si  1.2757  9.5176  4.0439  0  0.0005  0
Si  4.0815  6.7921  4.1881  0.0006  -0.0006  -0.0018
Si  6.8216  4.0842  4.016  -0.0001  -0.0006  -0.0002
Si  9.4885  1.3475  3.9686  -0.0005  -0.0002  -0.001
Si  6.8382  9.5045  4.098  0.0011  0.0003  0
Si  9.4906  6.7626  4.1203  -0.0012  0.0014  -0.0012
Si  -0.0436  0.0166  5.4062  -0.0002  -0.0002  0.0002
Si  2.6936  2.7417  5.5276  -0.0001  0.0001  0.0009
Si  -0.0196  5.3996  5.4404  -0.0002  -0.0001  0.0001
Si  2.6664  8.178  5.4335  0.0009  -0.0004  0.0004
Si  5.4479  -0.047  5.4713  0.0005  0.0005  0.0017
Si  8.1628  2.7077  5.3747  0.0003  -0.0006  0.0003
Si  5.4781  5.4183  5.4625  0.0002  0  0.0016
Si  8.1791  8.1624  5.481  0.0004  -0.0004  0.001
Si  1.3315  1.3392  6.8167  -0.0001  0.0004  0.001
Si  4.0923  4.0999  6.8438  0.0004  -0.0004  0.0011
Si  1.3386  6.7923  6.7858  -0.0006  -0.0003  0.0007
Si  4.0598  9.4998  6.7981  0.0001  0.0006  0.0012
Si  6.8108  1.367  6.7728  -0.0003  -0.0009  0.001
Si  9.51  4.0449  6.777  0.0003  0.0006  0.0003
Si  6.8115  6.7971  6.8255  0.0007  -0.0002  0.0009
Si  9.5302  9.5442  6.8181  -0.0004  0.0001  0.0003
Si  -0.0172  2.7237  8.1556  0.0001  -0.0008  0.0004
Si  2.7294  -0.0143  8.1535  0.0003  -0.0002  0.0009
Si  0.0151  8.1676  8.1586  0.0008  0  0.0004
Si  2.7195  5.479  8.1685  0.0011  0.0003  0.001
Si  5.4705  2.7161  8.1614  0  0.0001  0.0007
Si  8.1627  0.0284  8.1588  0.0008  0.0004  0.0002
Si  5.4219  8.1599  8.159  0  -0.0012  0.0009
Si  8.1838  5.4205  8.1492  -0.0003  0.0001  0.0004
Si  1.3526  4.0961  9.4953  0.0005  -0.0007  0.0002
Si  4.108  1.3441  9.4973  -0.0003  0.0009  0.0001
Si  1.3967  9.5092  9.524  -0.0011  0.0003  0.0007
Si  4.074  6.829  9.5427  0.0003  -0.0009  0.0008
Si  6.8306  4.0824  9.5273  -0.0008  0.0004  0.0008
Si  9.5266  1.3832  9.5303  0.0005  -0.0007  0.0005
Si  6.7789  9.553  9.4901  0.0006  0  -0.0001
Si  9.539  6.7921  9.4975  -0.0006  0.0005  -0.0002
Si  0.0435  0.0203  10.8302  -0.0005  0.0004  -0.0005
Si  2.7468  2.7303  10.7995  0.0002  0.0002  0.0004
Si  0.0163  5.4571  10.8884  0.0003  -0.0002  0.0009
Si  2.7498  8.1884  10.9447  0.0002  0.0005  0.0007
Si  5.4504  0.0083  10.9105  0.0001  -0.0002  0.001
Si  8.1868  2.7411  10.922  0.0005  0.0004  0.0002
Si  5.4594  5.4622  10.8497  0.0004  -0.0002  0.0001
Si  8.1519  8.1752  10.7931  0.0001  -0.0002  0.0006
Si  1.4373  1.3725  12.1756  -0.0006  0.0003  -0.0011
Si  4.094  4.0796  12.1542  0.0007  0.0006  -0.0006
Si  1.3767  6.8035  12.2681  0.0004  0.0005  0.0005
Si  4.1131  9.5552  12.3276  0  -0.0001  0.0012
Si  6.8146  1.3777  12.2699  0.0005  0.0007  0.0004
Si  9.5598  4.1098  12.2803  -0.0001  0.0001  -0.0006
Si  6.8002  6.8584  12.1881  0.0001  -0.0002  -0.0011
Si  9.533  9.5344  12.0984  0.0007  0.0007  -0.0021
Si  0.1132  2.7284  13.5555  0.0018  -0.0013  -0.0041
Si  2.7694  0.0784  13.6602  -0.0005  0.0019  -0.0023
Si  -0.0236  8.2254  13.51  -0.0012  0.0002  -0.0037
Si  2.7745  5.4143  13.5675  0.0008  -0.001  -0.003
Si  5.4307  2.7687  13.5805  -0.0009  0.0013  -0.0029
Si  8.2316  -0.0198  13.5217  0.0011  -0.0002  -0.0049
Si  5.4949  8.1892  13.6703  0.001  -0.0005  -0.0017
Si  8.1631  5.5271  13.5614  -0.001  0.0016  -0.0034
Si  1.6861  3.8393  14.927  -0.0032  0.0034  0.0269
Si  3.9349  1.6604  15.0218  0.004  -0.0028  0.0279
Si  1.107  9.7931  14.8261  0.0032  -0.0029  0.0254
Si  4.3191  6.5547  14.9066  -0.0035  0.0024  0.0253
Si  6.5556  4.3945  14.8305  0.0041  -0.0023  0.0258
Si  9.8384  1.1238  14.7777  -0.0017  0.0041  0.0233
Si  7.1393  9.3474  14.9316  -0.002  0.0047  0.0275
Si  9.31  7.1155  14.8608  0.0034  -0.0032  0.0255
Si  -2.4251  -18.7507  16.9033  -0.0002  0.0005  0.046
Si  -8.9752  12.7602  27.3666  -0.0056  0.0015  -0.0261
Si  -1.7768  13.3254  33.4523  0.0005  0.0005  -0.0017
Si  -19.0895  16.9425  28.7705  0.0022  -0.0033  -0.0201
Si  -17.8648  14.2517  28.6592  0.004  0.0043  -0.021
Si  2.9807  -2.4292  16.9256  -0.0073  -0.0026  0.0505
Si  -1.3919  -19.0487  23.5804  0.0067  0.0004  -0.0113
Si  -22.037  -13.5809  21.2947  0.0019  0  0.0008
Si  11.5628  27.5102  19.964  0.0028  0.0029  0.0169
Si  -0.2113  -5.6391  17.018  0.0001  0.002  0.0497
Si  -4.104  -8.8715  24.4866  0.002  -0.0019  -0.0156
Si  -4.1363  -4.0081  25.8797  0.0086  -0.0017  -0.0097
Si  -5.9566  8.6623  21.8109  -0.001  0.0005  -0.0012
Si  -14.9015  -26.0006  22.8261  -0.0067  -0.0005  -0.0088
Si  -7.1682  1.0521  30.82  0.0041  -0.0017  -0.0281
Si  -24.2937  -8.8312  19.7102  0.0073  0.0003  0.0195
Si  -7.1386  -0.439  27.0086  0.0001  0.0029  -0.0161
Si  -17.5546  -4.0634  34.2199  0.0006  -0.0014  0.0015
Si  -20.9373  -0.397  30.5562  0.0028  0.0029  -0.0152
Si  4.9933  2.1299  22.145  0.0022  0  -0.0037
Si  -12.8172  -0.0308  24.3097  -0.0016  0.0022  -0.0126
Si  -3.8707  18.053  33.0209  0.002  -0.0015  -0.0057
Si  13.0078  1.9036  22.6435  0.0045  0.0031  -0.0047
Si  -4.6783  21.8173  20.1693  0.002  -0.0006  0.0174
Si  -15.3263  -17.8526  26.9645  -0.0062  0.0022  -0.0227
Si  -25.3826  -7.0871  22.0321  -0.0005  -0.0015  0.0003
Si  22.7324  -3.3266  30.5718  -0.0004  -0.0048  -0.0095
Si  8.1208  -6.3573  31.6744  0.0055  0.0011  -0.014
Si  22.592  -18.3668  25.0558  0.0004  -0.0081  -0.022
Si  -23.1257  6.7925  28.7242  0.0004  0.003  -0.0219
Si  -23.4963  -1.9975  26.6451  -0.003  -0.0018  -0.0256
Si  -19.3625  -13.7853  20.0074  -0.0001  0.0002  0.0191
Si  5.956  -0.2583  29.2003  -0.0004  0.0028  -0.0177
Si  -2.9264  -1.656  21.8206  -0.0017  0.0082  -0.0066
Si  3.1035  10.1197  24.0545  0.0028  -0.0038  -0.0121
Si  -2.3422  -17.737  28.8643  0.0018  -0.002  -0.0192
Si  -16.4739  -0.2436  17.073  0.0076  0.0057  0.0541
Si  -21.5273  22.0403  33.3683  -0.0039  -0.0017  0.001
Si  -31.3038  17.1866  33.1597  0.0021  -0.0077  -0.0062
Si  1.5297  -4.5678  26.031  -0.0031  0.0026  -0.0233
Si  -32.6975  2.143  29.7405  0.0032  0.0017  -0.0199
Si  -17.7795  18.413  26.7893  -0.0013  0.0019  -0.0174
Si  10.9401  -6.9053  32.1315  0.0045  0.001  -0.0108
Si  -1.9648  10.6856  29.1894  -0.0053  0.0005  -0.0208
Si  -21.7438  13.7029  20.8887  0.0011  0.0013  0.0037
Si  -10.6033  19.5255  24.4395  0.0014  0.0035  -0.0124
Si  14.2101  1.1668  33.9263  -0.0065  0.0034  0.0063
Si  -14.1988  19.2748  30.1891  0.0013  0.0029  -0.0207
O  2.3973  0.3401  27.4707  -0.0027  0.0034  0.0071
O  -0.3786  -0.3704  34.7011  0.002  -0.0027  -0.0086
O  -9.8735  2.175  26.0789  0.0069  0.0057  0.0094
O  -6.1809  5.4694  34.9351  -0.0028  0.0003  -0.0068
O  -0.0849  -2.5501  22.8996  -0.0014  -0.0022  0.0035
O  -25.0656  15.3296  30.1396  0.0008  0.0051  0.012
O  1.5417  9.3253  35.8268  0.0006  0.0008  -0.0004
O  6.3206  9.0533  29.4035  0.0012  -0.0025  0.0064
O  -7.4204  -8.3377  22.1018  -0.0051  -0.0021  0.001
O  -12.3743  16.1495  28.2363  0.0007  -0.0026  0.0067
O  14.9455  -15.2118  28.0797  -0.0008  -0.0043  0.0145
O  4.1663  -23.131  16.8897  0.0006  -0.002  -0.017
O  -24.6331  -7.8111  32.4179  0.0026  -0.0011  0.0032
O  -2.8359  -3.7575  29.3074  -0.0022  0.0004  0.0065
O  -16.3578  29.5185  26.1142  -0.0181  0.0095  0.0186
O  -5.4398  5.4664  15.4025  0  0.0005  -0.0091
O  -16.2441  -9.3764  23.5641  0.0019  0.0008  0.0045
O  11.1904  5.8817  18.3999  -0.0052  -0.0045  -0.0264
O  11.9286  9.0362  29.9351  0.0014  0.0018  0.0077
O  -4.6996  35.6409  25.6647  -0.0027  0.0043  0.0125
O  1.3325  26.6636  32.366  -0.0006  0.0084  0.0145
O  -16.3342  18.2355  33.3203  -0.0025  -0.0006  0.0023
O  5.2442  1.0893  20.9351  0  0.0001  0.0006
O  3.5397  7.101  16.2412  0.0092  -0.0113  -0.0278
O  7.4921  -16.3847  22.0688  0.0026  0.002  0.0021
O  7.9099  7.8625  22.6652  -0.0011  -0.004  0.0144
O  8.2234  8.2137  15.4298  0.001  0.0002  -0.0138
N  7.8169  -7.9701  23.4266  -0.001  0.0014  0.005
O  -3.1581  0.6338  20.1583  0.0074  0.0036  -0.0078
O  -11.2589  -15.1532  20.8543  -0.0005  -0.0024  -0.0017
O  -11.8112  -20.592  23.8787  0.0019  0.0013  0.0026
O  -12.2288  4.1388  17.3203  -0.0001  0.0012  -0.0136
O  1.1277  1.7473  21.382  0.0009  -0.0004  0.0025
O  -0.839  6.4477  16.147  -0.0092  0.0144  -0.0285
O  -14.356  44.0703  29.2816  -0.0002  -0.0006  0.0068
O  -22.664  7.837  27.572  0.0023  -0.0082  0.0158
O  -2.5702  10.3644  22.9097  0.003  0.0043  0.0061
O  6.783  6.3162  24.3806  -0.004  -0.0041  0.0016
O  13.3613  11.3743  23.2802  -0.0024  0.0057  0.0008
O  -30.8822  -12.495  24.4867  0.0011  -0.0006  0.0037
O  -13.3445  13.0408  34.8684  0.0012  -0.0036  -0.0048
O  -4.2743  -11.6365  16.2682  0.0127  -0.009  -0.0323
O  -18.8526  -4.3312  33.3455  -0.0033  -0.0013  0.0011
O  -24.7654  -2.9189  26.2027  0.0087  0.0051  0.0084
O  -14.08  11.6422  25.0601  0.0007  0.0014  0.0078
O  -3.5065  16.5254  32.5895  -0.0027  0.0011  0.0065
O  -9.7883  8.7687  20.5941  0.001  0.0021  -0.0033
O  -40.6017  4.5376  29.1815  -0.0029  -0.0002  0.0048
O  -14.0017  3.3387  27.6502  0.0101  -0.0036  0.0189
O  11.9034  4.5487  16.2345  0.0135  -0.0093  -0.0284
O  33.08  -3.6422  25.2905  0.0028  -0.0027  0.0091
O  -21.0838  4.1667  20.3129  -0.0011  -0.0005  -0.0048
O  -9.4029  6.269  27.6675  0.0003  -0.0007  0.0132
O  -0.5216  -7.4094  33.5763  -0.0015  -0.0027  0.0058
O  -3.0215  14.1508  20.6361  0.0032  -0.0018  -0.0021
O  13.4064  -13.5477  18.4311  0.0043  0.0028  -0.0269
O  -27.2147  7.187  22.2578  -0.0039  0.0023  0.0017
O  -28.3236  -10.7308  34.7485  -0.0055  0.0041  -0.0097
O  -1.7418  -9.0366  16.0503  0.0107  -0.0161  -0.0275
O  3.416  19.8029  27.3481  -0.0007  -0.005  0.0094
O  -12.0624  -6.0284  31.5354  0.0001  -0.0034  0.004
O  3.2706  13.6175  27.3109  0.0025  0.004  0.0107
O  5.6963  -7.3293  21.9454  0.0012  -0.0015  0.0008
O  -21.2522  -0.6814  32.1143  0.0019  -0.003  0.006
O  6.5154  9.5846  35.5004  0.0009  -0.0011  -0.0022
O  -20.0543  11.7154  33.8272  0.0017  -0.0002  0.0014
O  0.4795  13.6452  31.1572  0.0001  0.0038  0.0063
O  -3.0274  -8.5557  18.2186  0.0042  0.0089  -0.0236
O  -7.1067  -2.9702  35.3156  0.0005  0.0001  -0.0048
O  -6.7079  -1.5148  23.0839  0  0.0028  0.0046
O  -22.538  3.6132  24.7797  0.0022  0.0012  0.0073
O  -18.9813  2.753  15.4915  0  0.0012  -0.0103
O  -17.7996  -8.5284  29.9121  0.0007  -0.004  0.0107
O  -12.4983  -1.8731  20.8568  0.0038  -0.0015  -0.0044
O  -9.3519  -29.694  23.6911  -0.0011  0.003  0.0136
O  5.6546  -0.0973  18.6491  -0.0042  0.0008  -0.032
O  1.5045  -17.6726  35.6555  0.0002  -0.0023  0.0032
O  14.2675  -8.3525  34.7884  0.0021  -0.0031  -0.0091
N  -11.3279  11.3702  29.7526  0.003  -0.0002  0.0097
O  -19.4489  6.8318  30.1234  -0.0059  0.0047  0.0151
O  -17.0666  1.1061  16.373  -0.0095  0.0123  -0.0328
N  -4.5381  -23.1625  21.1445  -0.0014  0.0072  -0.0057
O  1.6999  -1.871  16.1266  -0.0109  0.0078  -0.0272
O  -17.9859  -2.3823  20.6737  -0.0044  0.0003  -0.006
O  2.1415  6.3969  20.2368  0.0004  -0.0002  -0.0065
O  -15.0638  16.3931  26.7253  0.0043  -0.0057  0.0129
O  -7.0444  12.237  32.4077  0.0003  0.0006  0
O  -18.7683  6.8889  25.6701  0.0052  0.0012  0.0111
O  16.2192  -7.0378  28.1232  -0.0089  -0.0002  0.0106
O  -0.2993  -4.0582  29.9212  0.0019  0.0009  0.0076
O  -9.7744  2.3852  28.6554  -0.0064  -0.0032  0.011
O  -13.9196  -3.2417  34.3466  -0.0002  -0.0033  -0.0059
O  -36.3173  -7.1855  16.1346  -0.0138  0.0093  -0.0283
O  -22.596  -7.6143  22.1797  0.0031  -0.0005  0.0039
O  -12.9458  9.4149  30.1881  0.0002  -0.0021  0.0089
O  -34.0431  2.8786  29.3709  0.0013  0.0026  0.0021
O  -4.1432  4.0492  35.6953  0.0005  0.0004  -0.0006
O  -11.7919  -19.7217  19.8103  0.0054  0.0002  -0.0045
O  -8.643  0.4369  30.487  -0.0009  -0.0026  0.0076
O  -10.8748  -32.6501  15.3614  -0.0011  0.0004  -0.0159
O  -11.9177  1.145  32.8572  0.0012  0.002  0.0039
O  -28.7565  10.586  25.3963  0.0017  0.0006  0.0117
O  -1.9633  -0.7163  27.627  0.0011  0.0036  0.0165
O  -20.3481  -6.091  25.5469  0.0033  0.0041  0.0094
O  4.9497  10.9637  30.4259  -0.0059  0.0026  0.0083
O  -25.3624  18.9657  31.7314  -0.0011  -0.0022  0.0053
O  5.1118  10.89  27.8106  0.0052  0.005  0.0121
N  -1.047  -1.323  25.1672  -0.0011  0.0007  0.0039
O  -10.0894  -3.4259  32.1818  -0.0033  -0.0001  0.013
O  -10.4286  6.1883  34.523  -0.0004  0.0055  -0.0094

Results
free energy: -154114.850 eV
free energy less fixed offsets of N -386.36, O -570.45, Si -639.56 eV per atom: -5.070 eV

The program warned: the cutoff lies below the one the program advises for these potential files; the forces do not sum to zero within the program's tolerance; empty levels may hold ghost states of the PAW files; the exchange-correlation potential is rough where the density is thin.
